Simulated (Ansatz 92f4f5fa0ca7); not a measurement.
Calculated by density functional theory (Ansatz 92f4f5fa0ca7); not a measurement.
Periodic cell of 227 atoms, Si134O92H1, from a study of silicon, its oxide and their interface. The atomic structure is a simulated model.
Doubt: the cutoff is far below the 930 eV that the study's wrapper takes by default for these files, so forces and energies are approximate.
This geometry differs little from another in the collection (a relaxation step or a small displacement).

Settings: functional PBE; potential files Ansatz PAW; basis plane waves; wave-function cutoff 580 eV; density cutoff ratio 5; exchange-correlation grid ratio 1; k mesh 1 x 1 x 1, Gamma-centred; self-consistency stop 5e-08 eV per atom in the density residual; occupations fixed; spin none; net charge +1 e, with a uniform compensating background and no finite-size correction.

Cell vectors (angstrom)
a  10.938  0  0
b  0  10.938  0
c  0  0  33.0057

Atoms and the computed forces on them: element, x, y, z (angstrom), force x, y, z (eV/angstrom)
Si  -0.1648  0.1885  25.4779  0.0005  -0.0038  0.0143
Si  5.8409  -0.3131  25.5611  -0.0015  -0.002  0.0196
Si  2.534  2.9747  25.6167  0.0028  -0.0039  0.0079
Si  8.5732  2.4382  25.6575  0.0012  -0.0055  0.0142
Si  0.2613  5.1008  25.7396  -0.0075  0.0061  -0.0151
Si  5.2225  5.6777  25.4768  0.0053  -0.0034  0.0106
Si  2.9717  7.9276  25.3374  -0.0028  0.0017  -0.0004
Si  8.0811  8.3916  25.3969  0.0014  -0.0063  0.0161
Si  1.4097  1.315  26.853  -0.0019  0.0007  -0.0045
Si  6.9171  1.2991  26.8909  0.0001  -0.0009  0.002
Si  4.1161  4.1388  26.8925  0.0025  -0.0015  -0.0031
Si  9.6553  3.9766  27.0533  -0.0016  -0.0006  -0.0022
Si  1.4367  6.8248  26.811  -0.0025  0.001  -0.0039
Si  6.8802  6.817  26.7506  0.0007  0.0017  -0.0027
Si  4.1487  9.479  26.76  0.0021  0.0027  0.0009
Si  9.6096  9.5436  26.7999  -0.0044  0.0037  -0.0002
Si  2.7955  -0.0643  28.1758  0.0009  0.0009  -0.0015
Si  8.2627  -0.0537  28.2498  0.0022  -0.0016  -0.0094
Si  0.0908  2.6282  28.3198  -0.0015  -0.0026  -0.003
Si  5.4991  2.7119  28.1976  -0.0003  0.0024  -0.0029
Si  2.7476  5.479  28.2542  0.0038  0.0007  -0.0012
Si  8.2127  5.4501  28.2044  -0.002  0.0034  -0.005
Si  0.0328  8.1799  28.1784  -0.0033  0.0019  -0.0019
Si  5.5081  8.1563  28.1946  0.0024  -0.0004  -0.0059
Si  4.1018  1.3673  29.5874  0.0939  -0.1277  -0.2791
Si  9.5708  1.3673  29.5874  0.0927  -0.4402  0.5773
Si  1.3673  4.1018  29.5874  0.2616  0.0189  0.3859
Si  6.8362  4.1018  29.5874  -0.0204  -0.0127  -0.099
Si  4.1018  6.8362  29.5874  0.2291  0.0461  0.1675
Si  9.5708  6.8362  29.5874  0.061  0.013  -0.2671
Si  1.3673  9.5708  29.5874  0.1052  -0.086  -0.2749
Si  6.8362  9.5708  29.5874  0.0102  -0.1967  -0.0043
Si  0  0  30.9547  -0.1242  0.0663  0.039
Si  5.469  0  30.9547  0.0128  -0.0039  -0.0252
Si  2.7345  2.7345  30.9547  -0.0265  0.1386  0.0161
Si  8.2035  2.7345  30.9547  0.0114  0.0306  -0.0382
Si  0  5.469  30.9547  -0.0605  -0.052  -0.02
Si  5.469  5.469  30.9547  -0.066  0.0211  -0.0028
Si  2.7345  8.2035  30.9547  0.0535  0.0405  -0.0222
Si  8.2035  8.2035  30.9547  -0.072  0.0402  -0.0055
Si  1.3673  1.3673  32.3219  0.0348  -0.0628  -0.0219
Si  6.8362  1.3673  32.3219  0.0295  0.0206  -0.0171
Si  4.1018  4.1018  32.3219  0.0837  -0.0691  -0.0066
Si  9.5708  4.1018  32.3219  0.0031  -0.0007  -0.0242
Si  1.3673  6.8362  32.3219  0.0147  -0.0174  -0.0232
Si  6.8362  6.8362  32.3219  0.0593  -0.0549  -0.0211
Si  4.1018  9.5708  32.3219  -0.0287  -0.0123  -0.0158
Si  9.5708  9.5708  32.3219  0.0857  -0.0618  -0.0106
Si  2.7345  0  0.6835  -0.0008  0.0285  0.0158
Si  8.2035  0  0.6835  -0.0668  0.0074  0.0116
Si  0  2.7345  0.6835  -0.056  0.0548  0.0074
Si  5.469  2.7345  0.6835  -0.0115  0.0639  0.0318
Si  2.7345  5.469  0.6835  -0.0275  0.0128  0.0175
Si  8.2035  5.469  0.6835  -0.0292  -0.005  0.0282
Si  0  8.2035  0.6835  -0.0907  0.0225  0.0289
Si  5.469  8.2035  0.6835  -0.0214  0.0508  0.0057
Si  4.1018  1.3673  2.0507  -0.0275  -0.0876  0.007
Si  9.5708  1.3673  2.0507  0.0963  0.0416  0.0501
Si  1.3673  4.1018  2.0507  -0.0374  -0.0516  0.0552
Si  6.8362  4.1018  2.0507  0.0136  -0.0631  -0.0489
Si  4.1018  6.8362  2.0507  0.0572  -0.0659  0.0188
Si  9.5708  6.8362  2.0507  0.0057  -0.0188  -0.006
Si  1.3673  9.5708  2.0507  0.0768  0.0033  -0.0057
Si  6.8362  9.5708  2.0507  0.0976  -0.0802  0.0042
Si  0  0  3.418  0.1947  0.1131  0.1168
Si  5.469  0  3.418  -0.3485  0.0229  0.3907
Si  2.7345  2.7345  3.418  -0.1805  -0.2791  0.0943
Si  8.2035  2.7345  3.418  -0.3142  0.0573  -0.0483
Si  0  5.469  3.418  0.0608  0.1964  -0.1259
Si  5.469  5.469  3.418  -0.0081  -0.0063  -0.402
Si  2.7345  8.2035  3.418  -0.0545  0.4699  0.2538
Si  8.2035  8.2035  3.418  -0.0844  0.3087  -0.4162
Si  1.3974  1.3391  4.89  0.0057  -0.0012  -0.0067
Si  6.7823  1.4078  4.8006  0.0041  0  0.0007
Si  4.1036  4.0869  4.7418  -0.0111  0.0003  0.0032
Si  9.5116  4.1706  4.741  -0.0025  0.0073  0.0027
Si  1.3159  6.9022  4.7799  -0.0032  -0.0008  0.0007
Si  6.7709  6.905  4.7154  0.0002  0.0079  0.0051
Si  4.0231  9.6375  4.8884  0.0002  -0.0027  0.0043
Si  9.5374  9.6081  4.7547  -0.0025  0.0045  -0.0018
Si  2.7222  0.0092  6.527  0.0015  -0.0066  -0.0094
Si  8.1222  0.0027  6.1187  0.0062  -0.0014  0.0136
Si  -0.1996  2.724  6.104  0.0013  -0.0013  0.0174
Si  5.4038  2.7584  6.2063  0.0006  -0.0017  -0.0021
Si  2.7545  5.5466  6.0535  0.0066  0.0019  0.0136
Si  8.1588  5.5872  6.0352  -0.0015  -0.0025  -0.0081
Si  -0.0502  8.2749  6.1585  -0.0019  -0.0011  -0.003
Si  5.3852  8.185  6.1441  0.0027  -0.0011  -0.0069
Si  3.8663  1.805  7.7847  0.0048  -0.0081  0.0069
Si  9.6024  1.1909  7.5034  -0.0195  0.0082  -0.0179
Si  1.6158  3.796  6.9985  -0.034  0.0231  -0.0442
Si  6.6059  4.4398  7.3057  0.0147  0.0005  0.0244
Si  4.3147  6.5734  7.5099  -0.0036  0.0017  -0.0098
Si  9.275  7.1307  7.4233  0.0027  -0.0109  0.0196
Si  0.8608  9.836  7.6832  0.0009  -0.0026  0.0058
Si  6.9954  9.3206  7.3847  0.0009  0.0007  -0.0078
O  5.4688  5.4735  7.9374  -0.002  -0.0104  -0.0034
O  -0.0807  0.231  7.8918  0.0083  -0.0105  0.0053
O  2.5672  2.8718  7.9274  0.0295  -0.0204  0.035
O  8.1635  8.26  7.858  0.0055  0.0078  -0.0016
O  2.2561  8.5371  23.9573  -0.003  0.0032  -0.0037
O  8.1072  5.4868  22.9363  0.0009  0.0009  0.0002
O  6.9369  9.5206  24.9659  0.0042  -0.0072  -0.0109
O  1.3777  4.0489  25.1004  -0.0045  0.0036  0.008
O  6.328  9.9494  8.7368  -0.0031  0.0014  -0.0013
O  -0.7616  3.9988  9.0588  -0.0082  -0.011  -0.002
O  0.6668  9.1421  9.1663  -0.001  0.0045  -0.0053
O  7.513  3.8648  8.5307  -0.0211  0.0068  -0.0255
O  9.8156  6.5681  8.8706  -0.0175  0.0379  -0.0289
O  4.4607  1.7971  9.3292  -0.0004  0.0003  -0.0067
O  3.5767  7.1251  8.8733  -0.003  0.0032  0.0075
O  8.9556  1.7222  8.9545  -0.012  0.0206  0.0031
O  5.2343  0.4966  24.278  -0.0057  0.0091  -0.0123
O  7.9889  3.2559  24.3832  -0.007  0.0077  -0.0108
O  11.7013  6.6478  19.8563  -0.0027  -0.0002  -0.0034
O  5.8694  4.8556  24.2065  0.0016  -0.0033  -0.0051
O  8.8134  7.7996  24.0146  0.0096  -0.0145  -0.0095
O  3.2822  2.3616  24.2943  -0.0029  0.0051  -0.0033
O  4.1146  6.7913  24.9057  -0.0028  0.0007  -0.0008
O  11.3885  -0.4536  24.0855  0.0046  -0.0028  -0.0067
Si  11.6726  8.9577  10.7944  0.0015  -0.0081  0.0039
Si  6.9406  15.2213  11.6326  0.0068  0.0025  -0.002
Si  8.1967  11.3614  15.1365  0.0011  0  -0.0008
Si  2.0609  13.1099  19.3802  -0.0004  -0.0011  -0.0005
Si  4.6232  13.4938  10.7998  -0.0001  0.0032  0.0065
Si  1.6995  -2.3895  17.6568  -0.0007  0.0002  -0.0013
Si  4.9672  1.4385  18.8491  0.0009  0.0009  -0.0017
Si  0.81  -0.6349  20.1506  0.001  -0.0025  0.0022
Si  -0.8724  7.6853  13.0613  -0.0026  -0.0062  0.0047
Si  -3.2384  -1.9402  16.6405  -0.0009  -0.0012  -0.0024
Si  9.1343  2.4789  16.73  0  -0.0005  -0.0025
Si  8.7224  3.2881  9.4275  0.0607  0.0018  -0.0148
Si  6.5018  9.8296  10.3635  -0.0039  -0.0035  0.0074
Si  10.6971  5.4554  9.6445  0.0153  -0.0621  -0.0175
Si  1.6457  9  14.5665  -0.0037  0.0001  0.0004
Si  3.9917  12.0909  23.4679  0.0027  -0.0023  -0.0052
Si  5.3414  3.0195  21.4305  -0.0008  -0.0034  -0.0007
Si  -3.8742  7.449  12.1536  0.002  -0.0041  0.0027
Si  -1.9488  -1.8722  19.2399  0.0017  -0.0013  -0.0023
Si  11.3948  5.658  21.1151  -0.0019  0.0023  0.0011
Si  6.3173  2.2996  16.0765  -0.005  0.0018  -0.0016
Si  16.3932  4.3558  14.2239  -0.0016  0.0011  0
Si  -0.1083  4.871  12.7127  -0.0033  0.0077  -0.0084
Si  10.2884  2.2185  14.0048  -0.0004  0.0041  -0.0026
Si  1.6894  9.891  23.1839  0.0003  -0.0016  0.0005
Si  3.0092  4.5428  12.1966  -0.0046  0.0037  0.0078
Si  5.8811  6.8848  16.0793  -0.0013  -0.0015  -0.0017
Si  -4.8806  9.4937  19.0627  -0.0018  0.0003  -0.003
Si  10.5991  6.7552  18.6513  -0.0006  -0.0005  -0.0012
Si  4.2715  6.9958  18.6738  -0.0015  -0.0013  -0.0026
Si  -0.2871  3.8644  18.833  -0.0009  0.0005  -0.0015
Si  4.4834  0.0642  12.1856  0.0011  -0.0003  0.0043
Si  12.4019  11.2774  12.7041  -0.0027  0.001  0.0031
Si  2.5737  6.7009  10.0989  -0.0104  -0.0061  -0.0058
Si  7.1678  4.2518  23.4117  0.0007  0.0026  0.0012
Si  9.3814  6.3786  23.3957  0.0031  0.0034  0.0114
Si  4.5843  -2.3919  13.9182  0.0005  -0.0006  0.0011
Si  3.1936  4.7846  20.8279  -0.0006  -0.0006  -0.0008
O  8.9658  -1.6468  17.6171  -0.0004  -0.0013  0.0018
O  -4.5657  9.5463  17.4495  -0.0012  -0.0005  0.0007
O  11.6028  1.6865  13.1583  -0.0013  -0.0024  -0.0018
O  10.4005  6.1675  13.5721  -0.0001  -0.002  -0.0041
O  3.7366  5.8149  19.6725  -0.0005  0.0006  -0.0002
O  12.2867  5.7979  9.3914  -0.0152  0.0101  0.0091
O  7.55  10.9436  10.9178  0.0302  -0.0054  0.015
O  -3.5199  -3.5228  16.3325  -0.0006  0.0008  -0.0003
O  5.6693  3.8087  10.7051  0.0012  -0.0008  -0.0017
O  14.9926  4.6139  13.433  -0.0018  -0.0001  -0.008
O  -1.2876  1.3308  25.0532  0.0028  0.0005  -0.0073
O  5.0245  8.1362  15.4331  0  -0.0011  0
O  8.8432  11.8099  16.5897  -0.0002  -0.0001  0.0003
O  2.9438  8.2159  13.8616  -0.0007  -0.0004  -0.0029
O  4.9942  10.0402  10.9666  -0.0048  0.0026  -0.0013
O  1.9523  5.3875  21.7314  0.0007  -0.0008  -0.0011
O  13.0299  8.0362  10.9023  -0.0019  0.0024  -0.003
O  1.2172  -1.2717  21.6271  -0.0015  0.0002  -0.0046
O  1.0773  3.0541  18.4092  -0.0019  0.0002  -0.0002
O  5.5139  2.6102  19.8617  -0.0011  -0.0016  -0.0031
O  2.9768  7.6136  17.9362  0.0001  -0.0008  0.0005
O  1.8568  -1.7844  16.1646  0  -0.0006  0.0003
O  0.6849  10.3972  11.555  -0.0003  0.004  -0.0008
O  2.9027  0.0172  23.1349  -0.0049  -0.0039  -0.0009
O  3.1906  3.1917  11.2837  0.0009  0.0002  -0.003
O  0.3246  7.6836  17.5145  -0.0003  -0.0006  0.0004
O  -0.6079  13.6656  15.5923  -0.0022  -0.0003  0.0019
O  -2.5245  7.8125  13.052  -0.0002  0.0005  -0.0027
O  7.1533  5.8999  11.6091  -0.0047  0.0007  -0.0012
O  5.1146  8.1941  19.4353  -0.001  -0.0002  0.0008
O  5.2172  6.3708  17.4833  -0.0016  -0.0002  0.001
O  5.6287  7.7192  12.9317  -0.0046  0.0018  -0.002
O  10.4099  5.3202  11.2067  0.007  0.0051  0.0383
O  -0.5302  6.463  22.1312  -0.0011  -0.0006  0.0029
O  -1.7648  1.001  13.9401  -0.0028  -0.0006  0.0002
O  -0.5664  5.2666  18.027  0.0005  -0.0017  0.0018
O  7.9996  9.7492  15.2108  -0.0006  0.0005  -0.0005
O  6.6395  3.879  13.185  -0.0035  -0.0004  0.0014
O  4.5089  4.4079  21.6993  -0.0013  0.0006  0.0001
O  8.2415  3.4888  10.9703  -0.0188  0.0062  0.0155
O  7.5022  9.3795  19.8578  -0.0011  -0.0007  0.0014
O  10.4861  8.0829  11.5044  -0.0008  -0.0004  -0.006
O  7.6893  14.1286  16.3549  -0.0009  -0.0015  -0.0007
O  1.7033  10.5488  14.1147  -0.0005  -0.0016  -0.0017
O  0.1383  8.513  14.0792  0.0024  0.0013  -0.0004
O  9.9559  3.5917  13.1845  0  -0.0039  0.001
O  14.2659  5.8008  11.2029  0.0005  -0.0068  0.0032
O  -3.9043  8.3518  10.7943  -0.0004  0.0012  -0.0041
O  -0.2436  4.2868  20.4459  -0.0016  -0.002  -0.0022
O  6.7174  12.0416  15.028  -0.0013  0.0007  0
O  13.8624  11.4421  12.0145  -0.0011  -0.0012  -0.0037
O  16.1279  3.2108  15.3445  0.003  -0.0039  0.0014
O  6.7756  3.3451  22.1215  -0.0023  -0.002  -0.0032
O  5.2094  12.4576  11.934  -0.0025  -0.0036  -0.0008
O  5.3083  10.8889  19.4478  -0.0011  0  0
O  3.3457  1.5313  18.6095  -0.0009  -0.0003  0.0002
O  9.4824  2.8658  18.2743  -0.0009  0  0.0014
O  1.196  11.9097  20.1203  0.0003  0.0017  -0.0006
O  1.599  9.6349  18.8775  -0.0014  -0.001  -0.0017
O  10.2435  5.6552  24.5487  0.0017  0.002  -0.0075
O  5.9485  5.6895  14.9927  -0.0013  -0.0003  -0.0014
O  4.5976  1.7365  22.0964  0.0021  0.0035  -0.0027
O  2.6501  14.2449  20.3837  -0.002  -0.002  -0.0007
O  -0.799  20.9359  19.9443  -0.0046  -0.0021  -0.0008
O  4.7482  -0.778  13.5684  -0.0019  -0.002  -0.0023
O  5.7096  1.6743  17.4336  -0.001  -0.0008  -0.0007
O  1.4954  4.595  12.7834  0.0035  0.0004  -0.0032
O  9.287  7.4463  19.3486  0.0003  0.0025  -0.0012
H  8.0786  11.4633  10.2873  -0.0243  0.0048  -0.0092

Results
free energy: -137526.690 eV
free energy less fixed offsets of H -15.97, O -568.88, Si -635.61 eV per atom: -2.020 eV

The program warned: the cutoff lies below the one the program advises for these potential files; the exchange-correlation potential is rough where the density is thin.
